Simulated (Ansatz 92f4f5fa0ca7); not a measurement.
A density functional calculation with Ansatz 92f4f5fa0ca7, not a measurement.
Periodic cell of 224 atoms, Si133O89H1N1, from a study of silicon, its oxide and their interface. The atomic structure is a simulated model.
Doubt: the cutoff is far below the 930 eV that the study's wrapper takes by default for these files, so forces and energies are approximate.

Settings: functional PBE; potential files Ansatz PAW; basis plane waves; wave-function cutoff 580 eV; density cutoff ratio 5; exchange-correlation grid ratio 1; k mesh 1 x 1 x 1, Gamma-centred; self-consistency stop 5e-08 eV per atom in the density residual; occupations fixed; spin none; net charge 0.

Cell vectors (angstrom)
a, 10.938, 0, 0
b, 0, 10.938, 0
c, 0, 0, 32.3533

Atoms: element, x, y, z (angstrom)
Si, 0.375, -0.331, 24.7051
Si, 5.2786, 0.3062, 25.0478
Si, 3.1221, 2.4588, 25.0119
Si, 7.9245, 2.9242, 25.0109
Si, -0.2027, 5.6493, 24.7389
Si, 5.7677, 5.1236, 24.8786
Si, 2.6352, 8.3842, 24.5918
Si, 8.5088, 7.8625, 24.7781
Si, 1.4246, 1.2746, 26.1552
Si, 6.8004, 1.4261, 26.4126
Si, 4.2143, 4.0572, 26.3175
Si, 9.6, 4.1163, 26.18
Si, 1.4169, 6.8456, 26.0483
Si, 6.9046, 6.7748, 26.1631
Si, 4.0862, 9.5288, 26.1429
Si, 9.6666, 9.5062, 26.0907
Si, 2.7541, -0.0512, 27.5738
Si, 8.2547, -0.0407, 27.5347
Si, 0.0296, 2.6988, 27.5136
Si, 5.4711, 2.7436, 27.7204
Si, 2.7456, 5.473, 27.5123
Si, 8.2368, 5.4489, 27.5847
Si, 0.0502, 8.1706, 27.5387
Si, 5.4913, 8.1767, 27.51
Si, 4.1018, 1.3673, 28.935
Si, 9.5708, 1.3673, 28.935
Si, 1.3673, 4.1018, 28.935
Si, 6.8362, 4.1018, 28.935
Si, 4.1018, 6.8362, 28.935
Si, 9.5708, 6.8362, 28.935
Si, 1.3673, 9.5708, 28.935
Si, 6.8362, 9.5708, 28.935
Si, 0, 0, 30.3023
Si, 5.469, 0, 30.3023
Si, 2.7345, 2.7345, 30.3023
Si, 8.2035, 2.7345, 30.3023
Si, 0, 5.469, 30.3023
Si, 5.469, 5.469, 30.3023
Si, 2.7345, 8.2035, 30.3023
Si, 8.2035, 8.2035, 30.3023
Si, 1.3673, 1.3673, 31.6695
Si, 6.8362, 1.3673, 31.6695
Si, 4.1018, 4.1018, 31.6695
Si, 9.5708, 4.1018, 31.6695
Si, 1.3673, 6.8362, 31.6695
Si, 6.8362, 6.8362, 31.6695
Si, 4.1018, 9.5708, 31.6695
Si, 9.5708, 9.5708, 31.6695
Si, 2.7345, 0, 0.6835
Si, 8.2035, 0, 0.6835
Si, 0, 2.7345, 0.6835
Si, 5.469, 2.7345, 0.6835
Si, 2.7345, 5.469, 0.6835
Si, 8.2035, 5.469, 0.6835
Si, 0, 8.2035, 0.6835
Si, 5.469, 8.2035, 0.6835
Si, 4.1018, 1.3673, 2.0507
Si, 9.5708, 1.3673, 2.0507
Si, 1.3673, 4.1018, 2.0507
Si, 6.8362, 4.1018, 2.0507
Si, 4.1018, 6.8362, 2.0507
Si, 9.5708, 6.8362, 2.0507
Si, 1.3673, 9.5708, 2.0507
Si, 6.8362, 9.5708, 2.0507
Si, 0, 0, 3.418
Si, 5.469, 0, 3.418
Si, 2.7345, 2.7345, 3.418
Si, 8.2035, 2.7345, 3.418
Si, 0, 5.469, 3.418
Si, 5.469, 5.469, 3.418
Si, 2.7345, 8.2035, 3.418
Si, 8.2035, 8.2035, 3.418
Si, 1.2345, 1.4926, 4.7626
Si, 6.8012, 1.3872, 4.8342
Si, 4.1268, 4.0329, 4.8011
Si, 9.5436, 4.1047, 4.8568
Si, 1.3679, 6.822, 4.7836
Si, 6.7998, 6.8915, 4.7773
Si, 4.0695, 9.6334, 4.7866
Si, 9.5897, 9.566, 4.733
Si, 2.6553, 0.1662, 5.9886
Si, 8.1946, -0.0507, 6.0508
Si, -0.1557, 2.7292, 6.3705
Si, 5.4433, 2.6909, 6.3403
Si, 2.6899, 5.3682, 6.0801
Si, 8.1769, 5.5409, 6.1452
Si, 0.0381, 8.2423, 6.1154
Si, 5.4118, 8.2767, 6.1788
Si, 3.667, 1.5645, 7.6095
Si, 9.6005, 0.9197, 7.658
Si, 1.5498, 3.9142, 7.5903
Si, 6.5434, 4.4723, 7.4908
Si, 4.2293, 6.5891, 7.3257
Si, 9.37, 7.1603, 7.4264
Si, 1.1641, 9.9496, 7.3315
Si, 7.0947, 9.3834, 7.4746
O, 9.5973, 6.7404, 24.1665
O, 4.1982, 1.3663, 24.3042
O, 8.1963, 8.22, 7.9542
O, 2.647, 2.7768, 8.143
O, 6.8712, 4.005, 24.2717
O, 1.5139, 9.5302, 24.081
O, 5.3963, 5.588, 7.9384
O, -0.0313, -0.0443, 7.9639
O, 7.1241, 4.0627, 8.9786
O, 6.7123, 10.2316, 8.8695
O, 10.1885, 6.6969, 8.7869
O, 2.0879, 9.6036, 8.6478
O, 3.9051, 0.6224, 8.9769
O, 1.0697, 4.7349, 8.959
O, 8.841, 0.8225, 9.167
O, 3.4029, 7.1696, 8.6161
O, 7.7758, 8.4839, 23.4294
O, 8.5525, 1.9567, 23.8535
O, 5.0406, 5.7268, 23.5339
O, 2.5358, 3.3659, 23.7903
O, 10.6482, 0.3899, 23.3672
O, 0.4142, 4.9206, 23.3749
O, 3.405, 7.7828, 23.218
O, 6.2591, 10.6426, 23.8919
Si, 9.5514, 2.5322, 19.984
Si, 5.6402, 6.6794, 19.6496
Si, 7.9865, 3.449, 14.5784
Si, 13.3457, 3.2401, 13.3842
Si, 4.6939, 1.4495, 13.6195
Si, 5.0303, 7.2285, 14.3154
Si, 4.0174, 5.4724, 12.2692
Si, 4.0106, 6.4205, 22.4833
Si, 9.6349, 10.7052, 14.4302
Si, 6.8331, 5.5715, 12.6329
Si, 7.3435, 1.9378, 12.2097
Si, 3.32, 13.4912, 17.8593
Si, 8.008, 4.3764, 10.292
Si, 9.2535, 7.8615, 14.7163
Si, 7.5377, 0.4951, 18.5201
Si, 9.8071, 5.1867, 16.2646
Si, 7.684, 9.6587, 16.3562
Si, 2.2043, 11.3335, 12.4625
Si, 8.024, 15.8476, 18.8065
Si, 12.4937, 13.4178, 20.1057
Si, -1.6494, 1.0461, 22.7352
Si, 4.9342, 10.0426, 15.4313
Si, 2.8406, 10.8893, 19.2264
Si, 5.5527, 9.6525, 20.1363
Si, 10.7588, 5.4744, 9.7083
Si, 7.1112, 9.8291, 22.7863
Si, 6.2868, 13.8251, 17.0556
Si, -3.1317, -0.1888, 9.982
Si, 1.7843, 4.3015, 16.1253
Si, -1.7043, 9.1473, 12.0343
Si, 1.0318, 8.8794, 14.2957
Si, 3.4811, 7.6323, 10.1593
Si, 1.763, 4.2752, 22.7025
Si, 2.592, 9.099, 16.9563
Si, 13.9967, 10.3626, 9.7208
Si, 4.0605, 6.4088, 17.0801
Si, 11.6778, -3.4702, 11.7233
O, 5.1255, 6.6645, 15.8501
O, 3.7364, 2.657, 14.1538
O, 6.664, 3.2172, 15.5025
O, 3.9664, 10.0632, 20.0777
O, 4.2265, 6.4311, 10.9659
O, 1.3759, 3.266, 21.4994
O, 4.0732, 9.1696, 10.2625
O, -3.3561, -5.2184, 11.1742
O, 10.6639, -2.2477, 11.4244
O, 9.2643, 3.7796, 15.556
O, 5.4553, 4.7168, 12.3933
O, 3.5436, 10.1961, 16.2232
O, 6.3711, 6.9351, 13.4203
N, 10.3677, 9.1756, 14.7899
O, 6.0723, 9.6396, 16.5056
O, 9.7907, 6.3822, 15.141
O, 13.7829, 4.3272, 12.2159
O, 6.7435, 1.3711, 17.4002
O, 1.7338, 8.5026, 15.712
O, 1.9553, 9.8622, 18.2751
O, 14.3076, 7.8061, 17.5378
O, 4.7034, 14.0711, 17.2648
O, 8.6596, 12.3697, 19.198
O, 5.8303, 2.1286, 12.7265
O, 8.2623, 2.1432, 13.597
O, 2.7324, 5.461, 22.1627
O, 8.9137, 14.9748, 19.8731
O, 2.0532, 10.9459, 10.8917
O, -3.1425, 4.7591, 13.6518
O, 10.6526, 11.8686, 14.9196
O, 7.8249, 3.1238, 11.2633
O, 8.7585, 7.9777, 13.1216
O, 2.7518, 14.1647, 19.2564
O, 12.499, 4.0615, 14.5128
O, 8.2938, 10.7979, 22.2114
O, 12.9665, 7.7571, 10.8299
O, 12.5694, 1.9331, 12.7338
O, 8.1908, 10.712, 15.2085
O, 4.8331, 16.8611, 18.434
O, 8.271, 10.1477, 17.8027
O, 5.3206, 11.492, 14.8122
O, 3.8156, 0.4309, 12.7085
O, 7.0206, 14.8267, 18.0717
O, -1.5687, 10.6024, 12.8012
O, 9.6692, 2.0485, 21.5222
O, 5.813, 8.2714, 19.3046
O, 2.9595, 5.3457, 16.5434
O, -2.608, -1.5741, 10.7016
O, 6.4463, 21.8332, 19.5898
O, 12.0159, 7.5378, 13.3314
O, 6.0437, 9.3737, 21.6549
O, 2.148, 2.8356, 16.7567
O, 7.1448, 16.9362, 19.6654
O, 7.2471, 11.5653, 11.2732
O, 8.9586, 16.5057, 17.6196
O, 1.9269, 0.8662, 20.2476
O, 3.7899, -4.4913, 13.5759
O, 8.1, 8.1657, 15.8439
O, 0.178, 6.0201, 11.2188
O, 4.8116, 8.8461, 14.312
O, 11.0514, 13.507, 19.334
O, 4.8283, 6.6014, 21.0711
O, 1.5989, 10.1815, 13.4648
O, 11.334, 4.8958, 16.718
O, 3.5865, 0.9954, 18.217
O, 9.5663, 4.3921, 9.8626
H, 10.3354, 12.7855, 14.9763

Results
free energy: -135566.931 eV
free energy less fixed offsets of H -15.97, N -385.13, O -568.88, Si -635.61 eV per atom: 0.619 eV

Forces (eV/angstrom), in the order of the atoms: element, x, y, z
Si, 0.0878, -0.0017, -0.1233
Si, -0.1154, 0.0908, -0.2915
Si, 0.0944, -0.1448, -0.3472
Si, -0.0572, 0.0819, -0.2402
Si, -0.1258, 0.0505, -0.1501
Si, 0.1611, -0.0962, -0.3149
Si, -0.0317, 0.1619, -0.0626
Si, 0.0512, -0.0593, -0.1357
Si, -0.0137, 0.0187, -0.146
Si, 0.0791, -0.0694, -0.2223
Si, -0.0909, 0.0524, -0.2596
Si, -0.0217, -0.0281, -0.1745
Si, -0.0068, -0.0519, -0.224
Si, -0.007, 0.0158, -0.1733
Si, 0.048, 0.0356, -0.167
Si, -0.0596, 0.0168, -0.1407
Si, 0.016, -0.0091, 0.0257
Si, 0.0961, -0.1127, 0.0141
Si, 0.0275, -0.0313, 0.0229
Si, 0.0579, 0.047, 0.1523
Si, -0.0468, 0.019, 0.0809
Si, -0.0262, -0.0401, 0.0323
Si, 0.0172, -0.007, -0.0912
Si, 0.0373, -0.0351, 0.0274
Si, -0.3645, -0.4044, 0.5113
Si, 0.1705, -0.1083, -0.2846
Si, 0.0587, -0.0304, -0.4488
Si, 0.4231, 0.3479, 0.7307
Si, 0.0301, 0.0105, -0.3563
Si, 0.2136, 0.0241, -0.025
Si, 0.0167, -0.1634, 0.086
Si, 0.1233, -0.1618, -0.3848
Si, 0.0032, 0.0076, -0.0263
Si, -0.0572, 0.0628, -0.0114
Si, -0.0305, -0.0699, 0.007
Si, -0.0458, 0.1057, 0.0012
Si, -0.065, 0.0355, -0.0217
Si, 0.0817, 0.026, 0.0037
Si, -0.0417, 0.054, -0.0271
Si, 0.0011, 0.0188, -0.0245
Si, -0.0279, 0.0088, 0.0021
Si, 0.0475, -0.0653, -0.0189
Si, 0.027, 0.0067, -0.0206
Si, 0.0472, -0.0613, -0.0139
Si, 0.0929, -0.0279, -0.0297
Si, -0.0288, -0.0044, -0.0075
Si, 0.0134, -0.0555, -0.0237
Si, -0.0131, 0.0184, -0.0126
Si, 0.0579, -0.0062, -0.0129
Si, -0.0573, 0.0539, 0.0121
Si, -0.0283, 0.0305, 0.0509
Si, -0.043, 0.0402, 0.0351
Si, -0.0968, 0.037, 0.0019
Si, 0.0075, -0.0111, -0.0154
Si, -0.0195, 0.002, 0.0261
Si, 0.0254, 0.0293, 0.0438
Si, -0.0939, -0.122, 0.0182
Si, 0.001, -0.1332, -0.0152
Si, 0.1571, 0.0427, -0.0089
Si, 0.0534, 0.0585, 0.0297
Si, -0.0097, -0.0562, 0.0208
Si, -0.0951, -0.0661, 0.0172
Si, 0.0536, 0.0584, 0.0103
Si, 0.0913, 0.0141, 0.015
Si, -0.0813, 0.2767, -0.3417
Si, 0.0275, 0.1929, 0.0665
Si, -0.2131, 0.1664, -0.1589
Si, -0.1266, 0.0696, 0.409
Si, -0.1608, -0.1905, 0.2286
Si, -0.0466, -0.1143, 0.1605
Si, 0.0466, 0.0466, 0.1295
Si, -0.0446, -0.0013, -0.28
Si, -0.1387, 0.1101, 0.0009
Si, -0.0267, 0.0775, -0.0705
Si, 0.0993, -0.0598, -0.0746
Si, 0.0121, 0.0813, -0.093
Si, 0.0047, 0.0149, -0.0959
Si, -0.0413, 0.1265, 0.0078
Si, -0.059, -0.0245, -0.0467
Si, 0.1391, -0.0942, -0.1231
Si, 0.0975, -0.0471, 0.149
Si, -0.0482, -0.0689, 0.2083
Si, 0.0545, -0.0732, 0.2884
Si, -0.1607, 0.0686, 0.154
Si, -0.0205, -0.0253, 0.0979
Si, -0.073, 0.0064, 0.1549
Si, -0.0017, 0.1438, 0.1728
Si, 0.08, -0.1392, 0.1736
Si, 0.0123, -0.0003, 0.1652
Si, 0.1721, -0.1393, 0.2968
Si, 0.0521, -0.1096, 0.2325
Si, -0.0484, 0.1022, 0.4238
Si, 0.0663, 0.1415, 0.2627
Si, -0.08, 0.1466, 0.2918
Si, 0.0498, -0.1977, 0.222
Si, -0.0361, -0.1615, 0.2011
O, 0.0255, 0.0919, 0.5175
O, -0.0363, 0.0052, 0.7747
O, 0.0171, 0.0217, -0.3711
O, -0.0573, 0.083, -0.4214
O, -0.0292, 0.0482, 0.6738
O, -0.1269, -0.0307, 0.4613
O, -0.0039, -0.1099, -0.471
O, -0.0153, 0.0764, -0.3684
O, -0.0685, -0.0116, -0.4312
O, -0.0801, -0.1889, -0.3327
O, -0.0176, -0.0097, -0.1126
O, -0.1356, -0.0961, -0.157
O, 0.0796, 0.2283, -0.207
O, 0.0394, -0.0778, -0.1739
O, 0.174, 0.0943, -0.3703
O, 0.0315, -0.0887, -0.2614
O, 0.0266, 0.04, 0.1464
O, 0.0513, 0.0013, -0.0217
O, -0.0018, 0.0066, 0.1065
O, -0.0481, 0.0316, -0.0017
O, -0.006, -0.0515, 0.1325
O, 0.0192, 0.056, 0.2095
O, -0.1202, 0.0547, 0.2822
O, 0.0251, -0.075, -0.0316
Si, 0.0096, 0.0435, -0.3213
Si, 0.1607, 0.0538, -0.1896
Si, -0.0741, 0.0443, -0.051
Si, 0.0381, -0.0845, 0.0035
Si, -0.0906, 0.0037, -0.0689
Si, 0.0004, -0.0046, -0.0587
Si, 0.0854, -0.1169, 0.1036
Si, 0.0967, -0.0279, -0.0192
Si, 0.0331, -0.0676, 0.0161
Si, -0.1229, -0.0909, 0.0477
Si, -0.0555, 0.1006, 0.1522
Si, -0.049, 0.0382, 0.0711
Si, -0.0998, 0.1015, 0.3633
Si, -0.1191, 0.0396, -0.0535
Si, 0.0797, 0.0421, 0.0802
Si, -0.0663, -0.071, -0.0501
Si, 0.1873, -0.0685, -0.1106
Si, 0.1343, 0.0355, 0.2187
Si, 0.0145, -0.0657, 0.1132
Si, -0.0287, -0.0882, -0.2046
Si, 0.0419, 0.1914, -0.0043
Si, 0.0162, -0.0617, -0.1719
Si, -0.0464, 0.1122, 0.1505
Si, -0.0466, 0.0703, -0.2354
Si, -0.0901, 0.0541, 0.1084
Si, -0.1714, -0.061, 0.0575
Si, 0.0769, -0.0163, -0.0493
Si, 0.0786, -0.0425, 0.1312
Si, 0.0057, -0.0791, -0.1604
Si, 0.061, -0.0139, 0.1177
Si, -0.0193, 0.1, -0.1536
Si, -0.058, -0.0047, 0.2776
Si, -0.0618, -0.1627, 0.0529
Si, 0.0144, 0.0104, -0.0432
Si, -0.1773, 0.0298, 0.1548
Si, 0.0972, -0.0011, -0.1166
Si, 0.0099, 0.1498, 0.243
O, -0.0044, -0.0086, 0.1069
O, -0.0146, 0.0111, 0.0102
O, -0.0052, -0.0254, 0.0682
O, 0.0403, -0.042, -0.0074
O, -0.0213, 0.1208, -0.1574
O, 0.0121, 0.1201, 0.1955
O, 0.0539, 0.0446, -0.0843
O, 0.0322, -0.0551, -0.1625
O, -0.0276, -0.019, -0.1372
O, -0.0098, 0.0108, 0.0374
O, -0.0045, 0.1009, 0.0333
O, -0.0703, 0.0172, 0.0723
O, 0.0264, -0.0748, -0.0508
N, -0.0359, 0.0197, 0.1435
O, 0.0213, 0.0419, 0.0416
O, 0.0273, -0.0188, 0.0266
O, 0.0028, 0.0677, -0.0051
O, -0.0028, -0.0313, -0.0219
O, 0.0556, 0.0292, 0.1308
O, 0.0106, -0.0558, -0.1154
O, -0.0477, 0.0199, 0.0779
O, -0.0351, -0.002, 0.0475
O, 0.0043, -0.0008, 0.0274
O, 0.1027, -0.0153, -0.0356
O, -0.0142, -0.0385, -0.0123
O, 0.032, -0.0042, -0.0038
O, 0.0004, -0.0109, -0.0436
O, 0.1724, -0.0779, -0.256
O, 0.0324, 0.0869, -0.0229
O, -0.0822, 0.1331, 0.0377
O, 0.0675, -0.0187, -0.0059
O, -0.0618, -0.0951, 0.0201
O, 0.0124, -0.0558, -0.0083
O, -0.0073, -0.0021, 0.0278
O, -0.0081, -0.0039, -0.007
O, -0.0239, 0.033, -0.1045
O, -0.006, -0.0076, 0.0179
O, -0.0213, 0.037, -0.0503
O, -0.0397, 0.0281, 0.0475
O, -0.0599, 0.0018, -0.05
O, 0.0225, -0.0563, 0.0583
O, -0.0252, -0.0221, -0.0181
O, -0.0188, 0.0199, 0.0323
O, -0.0405, 0.105, -0.0774
O, -0.0176, -0.1342, 0.2559
O, 0.0015, 0.011, 0.0169
O, -0.0395, -0.0238, 0.0088
O, 0.0128, 0.1615, -0.0674
O, -0.0322, -0.0278, 0.0269
O, 0.0719, -0.0847, -0.0759
O, 0.1124, -0.0036, 0.2199
O, 0.0117, -0.0033, -0.0138
O, -0.0475, 0.0205, -0.033
O, -0.018, -0.1395, -0.158
O, 0.0157, 0.0307, -0.0254
O, 0.0057, 0.0252, -0.0463
O, -0.0298, 0.0188, -0.0236
O, -0.0259, 0.0405, 0.0468
O, -0.0843, -0.2009, -0.2659
O, -0.0185, 0.0544, 0.0179
O, 0.0184, -0.0015, 0.0608
O, -0.1537, -0.0007, 0.28
O, 0.0431, 0.1236, -0.0316
O, -0.0192, 0.0381, 0.0667
O, 0.0244, -0.0216, -0.054
O, 0.1025, -0.0774, -0.0979
H, 0.0544, -0.0771, -0.0121

The program warned: the cutoff lies below the one the program advises for these potential files; the forces do not sum to zero within the program's tolerance; the exchange-correlation potential is rough where the density is thin.
